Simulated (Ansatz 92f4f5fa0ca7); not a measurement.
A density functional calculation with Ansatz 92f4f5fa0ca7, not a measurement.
Periodic cell of 252 atoms, Si144O100N8, from a study of silicon, its oxide and their interface. The atomic structure is a simulated model.
This geometry differs little from another in the collection (a relaxation step or a small displacement).

Settings: functional r2SCAN; potential files Ansatz PAW; basis plane waves; wave-function cutoff 800 eV; density cutoff ratio 5; exchange-correlation grid ratio 1; k mesh 1 x 1 x 1, shifted by 0.5 0.5 0 of a step; self-consistency stop 1e-10 eV per atom in the density residual; occupations fixed; spin none; net charge 0.

Cell vectors (angstrom)
a  10.888  0  0
b  0  10.888  0
c  0  0  35.3074

Atoms: element, x, y, z (angstrom)
Si  -0.1709  0.5645  0.1175
Si  2.5537  3.4768  0.3071
Si  0.652  5.0337  0.2817
Si  3.0535  8.2269  -0.0388
Si  5.7603  0.1436  0.0066
Si  8.8895  2.2014  -0.0158
Si  5.6825  6.6361  -0.5179
Si  7.6881  8.9026  -1.2123
Si  1.5136  1.5913  1.4436
Si  4.3426  4.3955  1.698
Si  1.5721  6.8924  1.3409
Si  4.2655  9.6582  1.3331
Si  7.0894  1.4245  1.3909
Si  9.6865  4.0137  1.3351
Si  6.0974  6.1933  1.6765
Si  9.6002  9.6559  1.2479
Si  0.019  2.7147  2.8714
Si  2.8008  0.0401  2.6803
Si  0.0306  8.1851  2.579
Si  2.7338  5.5496  2.9313
Si  5.586  2.7048  2.7508
Si  8.2216  -0.0612  2.7839
Si  5.3683  8.1399  2.8033
Si  8.1315  5.34  2.606
Si  1.3554  4.117  4.1839
Si  4.1625  1.352  4.0598
Si  1.3715  9.5436  4.0149
Si  4.0297  6.906  4.2787
Si  6.8931  4.0367  4.1516
Si  9.5459  1.3131  4.1613
Si  6.8211  9.4646  4.1033
Si  9.5173  6.789  3.9316
Si  0.0443  -0.0234  5.453
Si  2.7985  2.7157  5.419
Si  -0.0501  5.4839  5.4493
Si  2.6319  8.2301  5.5542
Si  5.4517  -0.0328  5.4543
Si  8.2046  2.6775  5.5363
Si  5.4827  5.46  5.4347
Si  8.2247  8.1151  5.3993
Si  1.4224  1.3535  6.7658
Si  4.1226  4.0935  6.7774
Si  1.2863  6.8221  6.8832
Si  4.0656  9.5548  6.8596
Si  6.8019  1.3092  6.8455
Si  9.5646  4.0852  6.8449
Si  6.8568  6.7833  6.7811
Si  9.5496  9.487  6.7866
Si  0.1048  2.7215  8.1389
Si  2.6708  -0.0001  8.2123
Si  -0.0641  8.1848  8.2637
Si  2.718  5.4003  8.1427
Si  5.4622  2.7457  8.1518
Si  8.1658  -0.0875  8.1708
Si  5.4891  8.1517  8.1203
Si  8.1641  5.4217  8.1765
Si  1.383  4.0848  9.5965
Si  4.0057  1.4568  9.4425
Si  1.3164  9.5257  9.6471
Si  4.161  6.7355  9.4117
Si  6.8718  4.03  9.5491
Si  9.6291  1.286  9.3831
Si  6.7795  9.4686  9.5917
Si  9.4011  6.8348  9.5738
Si  -0.1125  0.0573  11.0152
Si  2.743  2.6949  10.9916
Si  -0.0947  5.4691  10.8299
Si  2.7957  8.0281  10.7584
Si  5.3268  0.0694  10.7006
Si  8.3467  2.5862  10.7694
Si  5.4996  5.4424  10.8423
Si  8.0725  8.1004  11.1058
Si  1.2961  1.4372  12.4035
Si  4.3305  3.9857  12.194
Si  1.3212  6.8089  12.1114
Si  3.9373  9.6073  12.0087
Si  6.9153  1.187  11.9842
Si  9.6151  3.9763  12.2199
Si  6.7895  6.5623  12.4818
Si  9.3744  9.5532  12.4533
Si  0.4164  3.2567  13.6916
Si  2.1068  -0.5573  13.3473
Si  0.4501  8.6054  13.402
Si  3.8775  4.9604  14.2621
Si  5.2673  2.3071  15.1026
Si  7.7787  0.8891  15.4695
Si  5.2864  9.2107  13.8556
Si  7.8646  4.7918  13.5385
Si  1.613  5.324  13.9477
Si  6.216  3.0203  13.1575
Si  3.6675  10.4385  15.0687
Si  5.3252  6.9328  14.3866
Si  8.68  5.5571  15.7149
Si  10.0854  2.8023  15.6797
Si  7.4118  10.4243  13.5753
Si  11.4182  7.0592  15.1808
Si  8.4629  3.1693  32.3049
Si  16.9475  -10.6226  27.9535
Si  4.7333  9.6568  17.6334
Si  3.6083  3.6765  16.9984
Si  11.8515  13.1937  18.078
Si  2.8347  5.8508  23.9377
Si  15.2582  18.1505  19.1775
Si  17.9516  0.6548  20.3039
Si  6.1045  7.1419  16.6525
Si  10.0032  3.1547  27.7313
Si  8.9398  9.6185  19.3285
Si  12.4577  18.8075  19.8017
Si  12.2382  3.1834  23.2061
Si  5.8112  1.7181  17.8829
Si  13.6329  9.585  22.1493
Si  8.0075  17.932  22.4866
Si  1.5164  -2.3535  24.7712
Si  10.2547  4.6172  18.0401
Si  12.6193  9.1386  17.0905
Si  10.2085  10.9819  17.0273
Si  16.2199  -0.2005  22.7158
Si  7.8652  -5.6666  24.7316
Si  9.5129  20.1199  24.1942
Si  15.8135  -3.3133  22.1741
Si  8.809  5.9355  27.3847
Si  9.4708  6.9103  19.7079
Si  12.9511  9.2268  27.7331
Si  6.0577  -6.2048  28.3986
Si  23.5616  13.6498  29.135
Si  14.1344  11.9803  27.3431
Si  4.481  -12.6029  29.4241
Si  4.1459  2.1452  33.3793
Si  5.8472  -6.2964  32.6409
Si  7.5132  11.0145  25.0798
Si  25.5096  1.7474  24.5064
Si  23.2436  1.2644  20.8794
Si  -0.2951  18.6109  29.0962
Si  -6.278  17.3681  30.4285
Si  -1.3218  2.5795  24.8811
Si  -3.3392  2.3168  29.5017
Si  9.6062  10.9288  21.6996
Si  20.6216  8.0896  32.0017
Si  2.8222  11.3103  31.0939
Si  10.5864  5.2756  32.5655
Si  12.9571  17.1328  17.5912
Si  15.8888  4.3549  25.4912
Si  12.6008  16.5115  30.3346
Si  1.1611  -1.1486  33.1549
O  4.1745  -3.643  34.571
O  -8.8764  -1.3536  23.6003
O  6.6854  -0.7137  34.2519
O  0.0486  5.3949  34.1204
O  4.9074  1.2719  34.5035
O  -2.5787  11.837  21.3191
O  15.7234  13.775  24.8312
O  12.712  -3.8934  24.439
O  0.1796  -2.3715  32.8056
O  13.4447  2.4993  27.7336
O  0.6187  -15.3404  29.4724
O  1.092  -5.5484  31.7869
O  5.7036  5.1494  34.1455
O  6.787  7.5663  34.0628
O  7.5491  6.3504  16.6349
O  11.3634  9.9777  16.4628
N  6.4856  1.759  16.2911
O  -0.9467  10.6319  18.5838
O  5.3221  6.608  18.0218
N  3.291  9.7841  16.661
O  5.9546  8.8022  16.9006
O  10.8643  3.3525  18.8457
O  10.6943  2.8762  23.7228
O  12.3528  -1.7506  18.7185
O  15.5902  -9.7533  28.025
O  15.0102  12.0126  15.153
N  15.2076  3.7159  15.462
O  13.3601  10.9919  21.397
O  11.0342  7.1797  20.0593
O  10.8226  19.6228  24.9676
O  25.4233  5.1933  25.1906
O  15.1382  11.7471  23.2862
O  7.4373  -0.6812  19.4369
O  8.4543  6.2662  25.836
O  14.1242  16.1255  17.1513
N  9.4819  4.2125  16.5543
N  12.4782  -3.3728  16.5143
O  37.7573  8.0222  30.3818
O  3.5684  11.9966  32.3288
O  15.2949  19.7692  19.008
N  13.5819  6.8406  19.0705
O  2.1778  15.1187  29.6694
O  9.8484  6.7052  15.5484
O  11.574  16.3586  17.7289
O  -2.0638  12.9357  14.9685
O  6.7721  12.7177  19.2121
O  2.1929  13.8113  17.2365
O  1.8592  15.6195  23.2581
O  8.4438  -1.1773  25.3052
O  6.261  16.006  24.8465
O  22.4087  8.8164  28.356
O  10.8559  0.8809  21.2323
O  4.9221  6.9925  20.6621
O  13.0522  -9.2872  30.203
O  9.9127  8.3876  30.4217
O  7.4389  -5.425  28.1004
O  9.5024  9.5511  20.8545
O  20.7163  10.5046  23.2345
N  15.3172  9.2314  22.398
O  19.8559  19.0093  18.7384
O  5.1276  11.1522  18.0449
O  8.5714  14.7151  25.0307
O  3.9445  6.5509  22.9834
O  1.6698  13.5472  21.7
O  4.7017  13.8106  17.9618
O  20.175  5.4922  18.9755
O  23.3872  12.2974  19.2686
O  19.0963  5.6273  23.2245
O  14.3847  0.8064  25.7889
O  10.3189  2.4189  26.3211
N  21.6742  12.5728  16.8578
O  13.2107  9.1082  34.0985
O  2.2885  13.2544  24.2221
O  -6.9868  -22.2574  30.3043
O  8.7259  21.6929  16.3964
O  8.9396  8.079  23.2638
O  17.2666  3.4468  29.4106
O  8.4962  1.3671  24.7058
O  24.74  24.773  34.0924
O  11.0946  2.7552  28.8424
O  24.7895  17.408  30.5775
O  20.4646  -4.4028  32.185
O  8.3868  13.247  33.7161
O  6.4714  7.5196  22.6489
O  8.6031  13.5615  28.3459
O  17.8978  11.7375  29.1211
O  3.2675  -2.361  28.5598
O  -1.4762  -3.6452  28.1077
O  17.417  -0.2291  23.8246
O  9.9215  4.7569  27.5043
O  5.2481  16.6075  31.6856
O  -5.775  3.1581  32.5803
O  17.5917  0.3599  26.4703
O  8.1762  -8.6351  31.0019
O  8.4867  -4.0163  20.9765
O  16.7083  11.2647  21.2865
O  13.0023  -2.4835  21.2384
O  1.7022  10.3392  31.7556
O  8.5026  8.9039  32.6892
O  8.7063  30.658  35.3744
O  -5.853  -5.1812  29.0914
O  7.399  4.3775  32.3053
O  -5.5686  4.1609  27.0639
O  11.2558  0.0244  33.9567
O  9.9195  3.8512  32.2026
O  13.106  19.7373  26.1849
O  13.1467  -0.0644  27.8948
O  5.6492  9.6519  28.4034

Results
free energy: -152239.780 eV
free energy less fixed offsets of N -386.36, O -570.45, Si -639.56 eV per atom: -7.260 eV

Forces (eV/angstrom), in the order of the atoms: element, x, y, z
Si  -0.016  0.0189  0.0656
Si  -0.0147  0.0185  0.0684
Si  0.0288  -0.0132  0.0708
Si  0.0106  -0.0173  0.0856
Si  0.0089  -0.0168  0.0831
Si  0.0221  -0.0107  0.0769
Si  -0.0131  0.0285  0.1164
Si  -0.0257  0.014  0.1516
Si  0.0006  -0.0028  -0.0043
Si  -0.0036  -0.0023  -0.0027
Si  -0.0016  0.0038  -0.0052
Si  0.0015  -0.001  -0.0046
Si  0.0026  0.0006  -0.0052
Si  -0.0015  0.0033  0.0019
Si  0.0027  -0.0001  -0.004
Si  0.0168  0.0133  0.0329
Si  -0.0007  -0.0057  -0.0036
Si  -0.0011  0.0029  -0.0011
Si  -0.0003  0.0041  -0.0018
Si  0.0011  -0.0073  -0.0039
Si  -0.0056  0.0011  0.0004
Si  0.004  -0.0023  -0.0061
Si  0.0032  -0.0023  -0.0035
Si  0.0017  -0.0003  -0.0002
Si  0.0008  0.0035  -0.0005
Si  0.0034  -0.0019  -0.0005
Si  0.0008  -0.0012  -0.0017
Si  -0.0017  0.0024  -0.0007
Si  0.0009  0.0014  -0.0015
Si  -0.0005  0.0008  0.0014
Si  0.0008  0.0005  -0.0007
Si  0.0019  -0.0041  -0.0018
Si  0  -0.0016  0.001
Si  0.0012  -0.0007  -0.002
Si  0.0006  0.0027  -0.0013
Si  0.0011  0  0.0002
Si  0.0009  0.0007  -0.0013
Si  -0.0017  0.0008  -0.0011
Si  0.001  -0.0011  -0.0013
Si  -0.0009  -0.001  0.0004
Si  -0.001  -0.0014  -0.0017
Si  -0.0004  -0.0009  -0.0021
Si  -0.0001  -0.0015  -0.0006
Si  0.0001  0.001  -0.0014
Si  0.0006  -0.0001  -0.0012
Si  0.0001  -0.0014  -0.0023
Si  -0.0011  -0.0006  -0.002
Si  0.0012  0.0011  -0.0013
Si  0.001  -0.0014  -0.0013
Si  -0.0018  -0.0021  -0.002
Si  0.0012  0.0002  -0.0009
Si  0.0001  0.001  -0.0021
Si  0.0015  0.0006  -0.0006
Si  0.0015  -0.0012  -0.0015
Si  0.0001  -0.0004  -0.0028
Si  0.0015  -0.0016  -0.0015
Si  0.0017  -0.0025  -0.0025
Si  0.0008  -0.0011  0.0007
Si  -0.0016  -0.0011  -0.0004
Si  0.0022  -0.0012  -0.0008
Si  0  0.0024  -0.0033
Si  0.0035  -0.0013  0.0002
Si  -0.002  -0.0014  -0.0029
Si  -0.001  0.0012  -0.0003
Si  0.0022  -0.0014  -0.0043
Si  -0.0004  0  0.0003
Si  -0.0009  0.002  0.0011
Si  -0.001  0.0028  0
Si  -0.0002  -0.002  -0.0012
Si  -0.0011  0.0022  0.0031
Si  0.0024  -0.002  -0.0011
Si  0.0007  -0.0041  -0.0011
Si  -0.0015  -0.0027  0.0025
Si  0.0022  0.0002  -0.0047
Si  -0.0005  -0.0064  0.0032
Si  0.0016  -0.0012  0.0022
Si  0.0012  0.001  -0.0023
Si  -0.0013  0.0003  -0.0034
Si  -0.0065  0.0015  -0.0037
Si  0.0036  0.0001  -0.0017
Si  0.0035  -0.0022  -0.0043
Si  -0.0005  0.002  -0.007
Si  -0.0066  0.0027  0.0016
Si  0.0067  -0.024  0.0388
Si  0.0036  -0.0008  0.0692
Si  0.0246  -0.0056  0.1025
Si  0.0034  -0.001  -0.0111
Si  0.0023  -0.0015  0.0029
Si  -0.0007  0.0022  -0.0094
Si  0.0002  0.0015  -0.0038
Si  -0.0096  0.0094  0.0878
Si  0.0057  0.0019  -0.0036
Si  0.0086  0.0077  0.0891
Si  -0.0063  -0.0257  0.1088
Si  0.002  -0.0018  0.0027
Si  0.0001  0.0097  0.0846
Si  0.0133  -0.0014  0.2372
Si  -0.0187  -0.0204  0.2324
Si  0.0075  0.0017  0.1636
Si  -0.0338  -0.0132  0.129
Si  0.0237  -0.0346  0.1865
Si  -0.0156  -0.0311  0.1977
Si  0.0051  0.001  0.2249
Si  -0.0065  -0.0341  0.237
Si  -0.0092  0.0159  0.1534
Si  -0.0101  0.0066  0.2295
Si  -0.0283  -0.016  0.1813
Si  -0.0116  0.0113  0.2274
Si  -0.0233  0.0151  0.2241
Si  0.0155  -0.0219  0.1956
Si  0.0175  0.034  0.2292
Si  0.0096  -0.0321  0.2505
Si  0.018  -0.0089  0.2554
Si  0.0017  0.025  0.1736
Si  -0.0297  0.0082  0.1423
Si  -0.004  -0.0234  0.1384
Si  -0.0036  0.0314  0.233
Si  -0.0021  -0.0068  0.2276
Si  -0.0015  -0.015  0.2107
Si  -0.0079  0.0012  0.2332
Si  0.0211  0.0111  0.2203
Si  -0.0438  0.0382  0.2052
Si  -0.0061  -0.0072  0.2482
Si  -0.0166  0.0188  0.2308
Si  0.0248  0.0103  0.2124
Si  -0.0255  0.0274  0.2255
Si  -0.0063  0.0016  0.1984
Si  -0.0038  0.0235  0.204
Si  0.0023  -0.0298  0.1949
Si  -0.0184  0.0471  0.2444
Si  0.0123  0.0091  0.2361
Si  0.0048  0.0151  0.2512
Si  -0.0055  -0.0065  0.2429
Si  0.0109  -0.0262  0.2134
Si  -0.0111  0.0116  0.2211
Si  0.0234  0.0111  0.2403
Si  0.0236  0.0099  0.2259
Si  -0.0229  0.0109  0.2129
Si  -0.0222  -0.0111  0.2527
Si  -0.0184  -0.0042  0.2101
Si  0.008  0.0067  0.1461
Si  0.0384  -0.0184  0.2173
Si  -0.0157  0.0014  0.1991
Si  0.0005  0.0167  0.2088
O  0.016  -0.0147  -0.0548
O  0.0362  0.0293  -0.1562
O  0.0227  -0.0238  -0.0611
O  -0.0395  0.0064  -0.1579
O  -0.0383  0.0427  -0.0943
O  -0.0345  -0.0005  -0.1004
O  -0.0217  -0.0264  -0.0827
O  0.016  -0.0159  -0.0799
O  -0.0247  -0.0247  -0.0835
O  0.0315  -0.0327  -0.1149
O  -0.0285  0.0308  -0.0941
O  0.0569  0.0102  -0.1296
O  0.0089  -0.0429  -0.1176
O  0.0184  0.0061  -0.0628
O  -0.0065  -0.0133  -0.0738
O  0.0139  -0.0075  -0.056
N  0.0034  -0.0017  -0.1153
O  0.0355  0.0412  -0.123
O  0.0446  -0.0087  -0.1315
N  0.0033  0.0183  -0.1087
O  0.0118  -0.0293  -0.083
O  -0.0115  0.0113  -0.0759
O  0.0601  0.0111  -0.1122
O  0.0114  0.0228  -0.1348
O  -0.0142  0.0064  -0.0807
O  -0.0026  -0.0189  -0.0377
N  0.014  0.0124  -0.086
O  -0.0271  0.0243  -0.091
O  0.0144  -0.0043  -0.072
O  -0.0285  0.0141  -0.0853
O  -0.045  0.036  -0.1035
O  0.0308  -0.0621  -0.1194
O  0.007  -0.0079  -0.0768
O  -0.0308  -0.0097  -0.1557
O  0.0167  -0.0218  -0.061
N  -0.0163  -0.0074  -0.107
N  -0.0258  -0.0058  -0.1201
O  -0.009  0.0311  -0.0802
O  -0.0353  -0.0505  -0.1349
O  0.0027  0.031  -0.104
N  -0.0096  -0.025  -0.1207
O  -0.0012  -0.049  -0.0834
O  0.0115  0.0029  -0.0457
O  0.0078  0.0039  -0.0603
O  -0.0055  0.0085  -0.0448
O  -0.0386  0.0383  -0.1362
O  0.0293  0.0201  -0.067
O  -0.0133  -0.0134  -0.0714
O  0.0273  -0.0217  -0.096
O  0.0152  0.0174  -0.082
O  0.0455  0.0328  -0.1079
O  0.0134  0.0021  -0.0808
O  -0.0237  -0.0213  -0.195
O  -0.0234  0.0588  -0.1255
O  0.0346  -0.0144  -0.1745
O  0.0312  0.0106  -0.0862
O  -0.0153  -0.0291  -0.1243
O  0.0002  0.0454  -0.1511
N  -0.0093  -0.0216  -0.0888
O  -0.0002  0.0026  -0.0713
O  -0.007  0.0005  -0.0705
O  0.0006  -0.0024  -0.0764
O  0.0563  0.059  -0.1182
O  0.0059  -0.0548  -0.1525
O  -0.0064  0.0155  -0.0736
O  0.0187  -0.06  -0.1041
O  -0.0188  0.0346  -0.1754
O  0.0032  0.0606  -0.145
O  0.0172  0.019  -0.1745
O  -0.0143  -0.0221  -0.1678
N  -0.0229  0.0324  -0.1
O  -0.041  0.036  -0.1035
O  -0.0423  0.0194  -0.0982
O  0.0438  -0.0489  -0.1178
O  -0.048  0.0226  -0.0844
O  -0.0314  -0.0287  -0.1076
O  -0.0148  0.0243  -0.0968
O  -0.0017  -0.018  -0.0704
O  0.0416  -0.0354  -0.1079
O  -0.0445  0.0061  -0.0975
O  0.006  0.0041  -0.0622
O  0.0053  0.0126  -0.0673
O  -0.0196  0.0406  -0.1597
O  -0.0246  0.01  -0.0768
O  0.0484  0.0141  -0.1134
O  -0.0289  -0.0333  -0.1044
O  -0.0474  0.007  -0.103
O  -0.0418  -0.0388  -0.1046
O  -0.0644  -0.0202  -0.1473
O  -0.0068  0.0025  -0.0792
O  -0.0389  0.0575  -0.1387
O  0.0137  0.0205  -0.0747
O  0.0594  -0.0081  -0.1856
O  -0.0366  -0.0279  -0.1752
O  0.061  -0.0054  -0.1698
O  0.055  0.0336  -0.1568
O  -0.0403  -0.0577  -0.1567
O  0.0446  0.0362  -0.1261
O  0.0486  -0.0217  -0.1034
O  -0.0297  -0.0175  -0.0767
O  0.0363  -0.0464  -0.1248
O  0.0038  -0.0017  -0.0735
O  -0.0401  -0.0102  -0.179
O  0.0348  -0.0474  -0.1076
O  0.0005  -0.0039  -0.077
O  -0.0221  -0.0235  -0.2015
O  0.0058  0.006  -0.087
O  0.0318  0.0367  -0.0942

The program warned: the cutoff lies below the one the program advises for these potential files; the forces do not sum to zero within the program's tolerance; empty levels may hold ghost states of the PAW files; the exchange-correlation potential is rough where the density is thin.
